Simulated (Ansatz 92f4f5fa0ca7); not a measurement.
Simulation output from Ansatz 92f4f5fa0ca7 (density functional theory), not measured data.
Periodic cell of 216 atoms, Si133O81H1N1, from a study of silicon, its oxide and their interface. The atomic structure is a simulated model.
Doubt: the cutoff is far below the 930 eV that the study's wrapper takes by default for these files, so forces and energies are approximate.
This geometry differs little from another in the collection (a relaxation step or a small displacement).

Settings: functional PBE; potential files Ansatz PAW; basis plane waves; wave-function cutoff 580 eV; density cutoff ratio 5; exchange-correlation grid ratio 1; k mesh 1 x 1 x 1, Gamma-centred; self-consistency stop 5e-08 eV per atom in the density residual; occupations fixed; spin none; net charge 0.

Cell vectors (angstrom)
a	10.938	0	0
b	0	10.938	0
c	0	0	31.6092

Atoms: element, x, y, z (angstrom)
Si	0.4559	-0.5282	24.2747
Si	4.6988	0.4907	24.0777
Si	3.1677	2.4157	24.1014
Si	7.7066	3.2069	24.1872
Si	-0.74	6.2251	24.3403
Si	5.965	4.9663	24.394
Si	2.0113	8.5397	24.1893
Si	8.6542	8.137	24.2491
Si	1.3784	1.4053	25.3285
Si	6.6738	1.3589	25.2987
Si	4.1389	4.0504	25.5632
Si	9.4607	4.2065	25.4
Si	1.2058	6.8373	25.5683
Si	6.8586	6.9553	25.3516
Si	3.9086	9.5683	25.3272
Si	9.6452	9.6597	25.6736
Si	2.6752	0.0304	26.8122
Si	8.1177	0.0856	26.7856
Si	-0.0306	2.777	26.7228
Si	5.4765	2.6788	26.8825
Si	2.7119	5.4714	26.8101
Si	8.1507	5.5573	26.8359
Si	-0.019	8.2229	26.9754
Si	5.4037	8.2557	26.7219
Si	4.1018	1.3673	28.191
Si	9.5708	1.3673	28.191
Si	1.3673	4.1018	28.191
Si	6.8362	4.1018	28.191
Si	4.1018	6.8362	28.191
Si	9.5708	6.8362	28.191
Si	1.3673	9.5708	28.191
Si	6.8362	9.5708	28.191
Si	0	0	29.5582
Si	5.469	0	29.5582
Si	2.7345	2.7345	29.5582
Si	8.2035	2.7345	29.5582
Si	0	5.469	29.5582
Si	5.469	5.469	29.5582
Si	2.7345	8.2035	29.5582
Si	8.2035	8.2035	29.5582
Si	1.3673	1.3673	30.9255
Si	6.8362	1.3673	30.9255
Si	4.1018	4.1018	30.9255
Si	9.5708	4.1018	30.9255
Si	1.3673	6.8362	30.9255
Si	6.8362	6.8362	30.9255
Si	4.1018	9.5708	30.9255
Si	9.5708	9.5708	30.9255
Si	2.7345	0	0.6835
Si	8.2035	0	0.6835
Si	0	2.7345	0.6835
Si	5.469	2.7345	0.6835
Si	2.7345	5.469	0.6835
Si	8.2035	5.469	0.6835
Si	0	8.2035	0.6835
Si	5.469	8.2035	0.6835
Si	4.1018	1.3673	2.0507
Si	9.5708	1.3673	2.0507
Si	1.3673	4.1018	2.0507
Si	6.8362	4.1018	2.0507
Si	4.1018	6.8362	2.0507
Si	9.5708	6.8362	2.0507
Si	1.3673	9.5708	2.0507
Si	6.8362	9.5708	2.0507
Si	0	0	3.418
Si	5.469	0	3.418
Si	2.7345	2.7345	3.418
Si	8.2035	2.7345	3.418
Si	0	5.469	3.418
Si	5.469	5.469	3.418
Si	2.7345	8.2035	3.418
Si	8.2035	8.2035	3.418
Si	1.4026	1.3324	4.7343
Si	6.8633	1.3358	4.82
Si	4.2339	4.0132	4.6968
Si	9.6137	4.092	4.7899
Si	1.3963	6.8533	4.9079
Si	6.8101	6.8719	4.697
Si	4.0855	9.5502	4.9029
Si	9.6598	9.4585	4.7699
Si	2.633	-0.0046	6.274
Si	8.2779	-0.1026	6.0477
Si	0.1506	2.7695	6.1029
Si	5.5661	2.7451	6.2311
Si	2.9765	5.4287	6.0263
Si	8.1807	5.5141	5.9994
Si	-0.0081	8.2209	6.4422
Si	5.5705	8.1766	6.2299
Si	3.7029	1.7981	7.3547
Si	9.9859	1.0104	7.1672
Si	2.0923	3.6318	7.2122
Si	6.6855	4.4883	7.4782
Si	4.7674	6.2599	7.3819
Si	8.9295	7.2449	7.3955
Si	0.7121	10.2322	7.6696
Si	7.4341	9.0931	7.4209
N	7.7781	4.0268	8.8937
O	7.4201	9.3245	9.0781
O	8.5159	6.7144	8.9697
O	0.7865	10.201	9.3656
O	4.0593	1.3542	8.9303
O	2.0026	4.3201	8.724
O	9.2372	1.6278	8.4968
O	4.0985	6.7826	8.8053
O	8.5877	9.0182	22.7792
O	8.2695	2.8171	22.6572
O	5.1104	5.186	23.0005
O	8.0909	2.855	19.9889
O	10.8467	10.5004	22.7013
O	-0.4409	6.3221	22.7041
O	1.8513	7.8727	22.6306
O	4.6124	-0.049	22.4871
Si	8.851	5.2408	9.5974
Si	0.3369	10.3303	10.9413
Si	4.3561	7.0713	10.3739
Si	1.9283	9.9826	16.2639
Si	-4.6841	6.4394	15.0214
Si	1.9012	3.1801	18.4806
Si	14.2106	6.5566	14.2994
Si	5.4373	0.1263	21.0898
Si	3.8339	-0.0735	13.969
Si	5.3139	0.9852	9.8962
Si	8.0799	2.3602	9.3572
Si	0.3788	12.6586	16.3811
Si	0.9522	6.6676	21.9322
Si	4.6812	1.7077	18.566
Si	7.9876	1.8901	21.3418
Si	2.7427	8.8009	12.2836
Si	6.8787	3.8717	19.4883
Si	6.1726	-4.6484	17.9379
Si	4.246	2.4706	12.4011
Si	10.3548	2.2751	11.299
Si	5.1742	5.4581	21.4238
Si	-1.8088	-3.9599	14.1952
Si	2.7501	8.7169	18.6604
Si	-4.5007	3.5621	14.2013
Si	2.8889	4.9157	11.8395
Si	11.7732	4.4579	9.8214
Si	5.4314	-2.6937	20.1758
Si	10.3809	8.3523	16.568
Si	2.5459	4.0133	21.3542
Si	-1.8267	4.4135	12.6873
Si	8.9619	10.9455	15.3837
Si	10.9699	8.3996	19.5996
Si	6.5315	9.206	10.4464
Si	-1.4151	10.0455	21.8533
Si	-4.8699	0.832	15.8328
Si	8.8506	9.5574	12.5264
Si	3.0641	5.9273	17.4145
O	0.21	0.8992	11.5734
O	2.8443	5.2435	13.4321
O	8.759	2.2144	10.8577
O	6.2402	4.8237	15.1934
O	3.9132	4.6795	20.7375
O	2.825	2.9046	22.5295
O	-9.8763	0.2977	16.7853
O	4.1948	5.6675	11.1895
O	5.1801	1.7157	11.3269
O	2.4687	18.1025	18.2719
O	10.2954	3.2615	12.6109
O	5.1776	7.0852	21.2954
O	4.5635	0.6482	19.8109
O	3.1849	8.0617	10.908
O	-4.5396	2.2567	15.1371
O	2.5615	-0.5536	14.8397
O	1.7218	3.3407	20.109
O	8.7547	5.0975	11.2305
O	5.3124	0.9855	17.2535
O	11.4488	7.0633	20.4158
O	-1.128	1.3564	15.8008
O	6.5194	7.0112	16.5214
O	1.366	-1.3702	11.93
O	6.4657	1.3334	21.4321
O	-3.7785	5.0165	18.3244
O	-2.0434	-0.2341	13.7332
O	-1.1661	9.7662	11.1905
O	9.9139	-1.6881	20.4888
O	10.4498	5.1602	9.1897
O	12.411	5.2852	11.087
O	-5.5755	10.3274	10.1968
O	5.8289	7.734	10.6002
O	0.5377	2.5793	17.7871
O	2.2055	4.6196	17.7912
O	1.757	5.2643	22.0083
O	0.9876	8.6519	16.1264
O	-4.7923	-1.3296	20.7445
O	7.359	9.4656	11.8428
O	3.0687	3.3067	11.6592
O	15.8143	6.9214	14.2967
O	6.5095	4.7758	20.8025
O	-9.773	13.4978	15.227
O	-1.2125	16.5133	13.636
O	-3.4399	-4.0021	14.1224
O	-1.3917	-1.2668	16.1749
O	10.2793	8.0048	18.164
O	9.4807	8.2145	13.208
O	3.5597	12.3718	13.4353
O	-3.1223	3.7115	13.3628
O	5.6426	2.9568	18.9649
O	3.9774	-2.164	19.6945
O	6.6995	1.5113	9.203
O	-3.453	0.1045	16.0362
O	6.3088	7.524	19.0066
O	12.3159	9.3	19.3282
O	2.8571	6.2719	15.8352
O	2.5011	7.7842	13.5432
O	8.8893	0.5341	21.34
O	-7.8289	9.6108	17.3371
O	3.9298	9.8436	12.7046
O	4.6363	5.7256	17.8287
O	5.1978	3.5354	13.1634
O	3.1795	2.1997	18.1943
O	11.2912	2.9541	10.1708
O	5.1965	-0.1175	14.8387
O	-1.1741	7.1228	15.6914
H	-10.2377	13.6561	14.385

Results
free energy: -131015.362 eV
free energy less fixed offsets of H -15.97, N -385.13, O -568.88, Si -635.61 eV per atom: 1.148 eV

Forces (eV/angstrom), in the order of the atoms: element, x, y, z
Si	-0.001	-0.0012	-0.0119
Si	-0.0005	-0.0001	-0.0072
Si	-0.0038	0.004	0.0042
Si	-0.0049	-0.0054	0.0034
Si	-0.0073	0.007	-0.0108
Si	0.011	0.0025	-0.0058
Si	0.0086	0.0021	-0.0061
Si	-0.0203	-0.009	-0.0064
Si	-0.0002	0.005	-0.0008
Si	0.0102	0.0026	0.0065
Si	-0.0161	-0.0064	0.0079
Si	-0.0063	-0.0022	0.0035
Si	0.0135	0.0021	0.0117
Si	0.0051	0.0109	0
Si	-0.0047	-0.0107	0.001
Si	-0.0023	-0.0011	-0.0029
Si	0.0041	0.001	-0.0002
Si	-0.0096	-0.0013	-0.0049
Si	0.0058	0.0011	0.0022
Si	0.0038	0.0015	-0.0054
Si	-0.0018	-0.0014	-0.0071
Si	-0.003	-0.0074	-0.0005
Si	0.0042	-0.0017	-0.0019
Si	0.0009	-0.0004	0.0025
Si	-0.1744	-0.4578	0.3294
Si	-0.1804	0.4048	-0.5262
Si	-0.1969	-0.1206	-0.3501
Si	0.0063	0.1232	0.0892
Si	-0.0094	0.1784	-0.4664
Si	-0.329	-0.1897	0.7817
Si	0.2242	0.3963	0.6846
Si	-0.331	0.1065	-0.5412
Si	0.0682	-0.0817	0.004
Si	-0.1236	-0.0931	0.0521
Si	-0.0102	-0.0808	-0.025
Si	0.1808	0.1112	0.031
Si	-0.0867	-0.0605	0.022
Si	-0.0034	-0.0847	-0.0234
Si	0.0923	0.1028	0.0468
Si	0.0348	-0.1328	0.0067
Si	-0.0384	0.0614	0.0022
Si	-0.021	0.0196	-0.0568
Si	-0.0314	0.0525	0.0021
Si	-0.0069	0.0325	-0.0073
Si	-0.0232	-0.0161	-0.0542
Si	-0.0237	0.064	0.0153
Si	0.0498	-0.0237	0.0028
Si	-0.0661	0.0614	-0.0032
Si	0.0595	-0.0833	-0.0271
Si	-0.0193	0.0493	0.0037
Si	-0.0069	-0.0142	0.0365
Si	0.0621	-0.0608	0.0205
Si	-0.0159	0.043	0.0059
Si	0.1264	-0.1203	-0.0212
Si	0.0378	-0.0553	0.0109
Si	-0.0581	-0.0061	0.0462
Si	-0.1294	0.033	-0.0707
Si	-0.0684	-0.0611	0.0155
Si	0.0927	0.0884	0.0425
Si	0.0423	0.2239	-0.062
Si	-0.03	-0.1512	0.0111
Si	-0.1078	0.0574	-0.0513
Si	-0.0052	0.1236	-0.0296
Si	0.105	0.0242	0.0234
Si	0.0441	-0.3179	-0.2274
Si	-0.2908	-0.0771	0.6065
Si	0.3618	-0.2966	-0.405
Si	0.1165	-0.1087	0.2618
Si	0.2666	0.3387	0.4471
Si	0.1623	0.0139	-0.8413
Si	-0.056	0.0529	0.6497
Si	0.3207	-0.0635	-0.5122
Si	0.0019	-0.0031	-0.0009
Si	-0.0041	0.0047	0.0036
Si	-0.0053	-0.0069	0.0024
Si	0.0042	-0.0022	0.005
Si	-0.0014	-0.003	0.0013
Si	-0.0002	-0.0057	0.0098
Si	0.0013	0.0031	0.002
Si	0.004	-0.0016	-0.0064
Si	-0.0015	0.0008	-0.0006
Si	-0.0067	-0.0011	0.0029
Si	-0.0042	0.0127	-0.0104
Si	-0.0055	-0.0106	-0.0034
Si	0.0022	0.0103	-0.0044
Si	-0.001	0.0036	-0.0064
Si	0.002	0.0032	0.0018
Si	-0.0017	-0.002	-0.0059
Si	0.0059	0.002	-0.0012
Si	-0.0002	-0.0025	0.0102
Si	-0.0021	-0.0096	0.0085
Si	-0.0051	0.0117	-0.0065
Si	0.0002	-0.0035	-0.0099
Si	-0.004	-0.0006	-0.0059
Si	0.0019	-0.0063	-0.0032
Si	0.0048	-0.0005	-0.0005
N	0.0143	-0.0111	0.0144
O	-0.0014	0.0015	0.0004
O	-0.0003	-0.0041	0.0069
O	0	0.0011	0.0058
O	0.001	0.0002	-0.0019
O	0.0009	0.0009	-0.0088
O	-0.0022	-0.0003	-0.0087
O	-0.0022	0.0032	0.0087
O	0.0048	0.0031	0.0036
O	0.002	0.0005	-0.0013
O	-0.0004	0.0008	0.0143
O	-0.0009	0.0002	0.0009
O	-0.0032	0.0023	0.0105
O	-0.0112	-0.0076	0.0142
O	-0.0003	0.0025	0.0042
O	0.0044	0.0022	0.0065
Si	-0.0066	0.0055	-0.0103
Si	0.001	-0.0019	-0.0029
Si	-0.0009	-0.0012	-0.002
Si	0.001	0.0009	0.0001
Si	0.0011	0.0013	-0.0007
Si	-0.0002	-0.0021	-0.0008
Si	-0.0001	0.002	0.0008
Si	-0.0002	-0.0016	-0.0003
Si	-0.0014	0.0006	0.0019
Si	0.0013	0.0017	-0.0036
Si	-0.0053	0.0025	0.0003
Si	0.0034	0.0016	0.002
Si	0.0075	0.0092	0.0017
Si	0.001	0.0015	0.002
Si	0.0023	-0.001	0.0005
Si	0.0002	-0.0009	-0.002
Si	-0.0014	0.0008	0.0001
Si	-0.0007	0.0006	0.0007
Si	-0.0013	-0.0005	-0.0033
Si	0.0009	0.0004	0.0006
Si	0.0059	0.001	-0.0101
Si	-0.0009	-0.0008	0.0003
Si	0.0004	0.0002	0.0004
Si	0.0016	-0.0014	-0.0036
Si	0.0015	0.0017	-0.0025
Si	0.0006	-0.0012	0.0025
Si	0.0006	0.0021	-0.001
Si	0.0008	-0.0018	0.0003
Si	0.005	-0.0002	-0.008
Si	0.0002	-0.0024	0
Si	0.0016	-0.0001	-0.0019
Si	0.0027	-0.0003	-0.0007
Si	0.0014	-0.0026	-0.0012
Si	0.0019	0.0033	0.0014
Si	-0.005	0.0014	-0.0001
Si	-0.0008	0.0014	-0.001
Si	0.0002	0.0002	-0.0004
O	-0.0004	0.0006	0.0023
O	-0.001	-0.0024	0.0002
O	0.0009	-0.0025	-0.0005
O	-0.0008	0.0032	0.0025
O	-0.0054	-0.0035	-0.0058
O	0.0026	-0.0091	0.0077
O	-0.0009	-0.0002	-0.0003
O	-0.0003	-0.0017	0.0023
O	0.0008	-0.0007	0.0013
O	-0.0005	-0.0003	0.0014
O	-0.001	-0.0007	-0.0008
O	-0.0017	0.0035	0.0043
O	0.0023	-0.0018	0.0059
O	-0.0006	0.0004	0.0018
O	0.0005	0.0038	-0.001
O	-0.0009	0.0006	0.0013
O	-0.0005	-0.0005	0
O	-0.0001	0.0031	0.0036
O	0.0015	-0.0009	0.0005
O	-0.0019	0.0027	-0.0064
O	0.0015	0.0003	0.0006
O	0.0002	0.0002	0.0005
O	-0.0009	0.0021	0.0007
O	-0.0035	-0.002	-0.0008
O	-0.0003	-0.0001	0.0005
O	-0.0004	0.0004	0.0013
O	-0.0004	-0.0004	0.0008
O	-0.0017	0.002	0.0056
O	0.0001	0.0005	0.0018
O	-0.0006	0.001	0.0014
O	-0.0006	0.0013	0.0007
O	0.001	0.001	0.0015
O	-0.0006	0.0003	0.0001
O	0.0005	0.0015	-0.0001
O	-0.0027	-0.0001	0.0069
O	-0.0008	-0.0011	0.001
O	-0.0016	0.0018	0.0006
O	0.0003	0.0006	0.0006
O	-0.0011	-0.0005	0.0007
O	0.0005	0.0005	0.0013
O	0.0003	-0.0019	0.0016
O	-0.0591	0.0154	-0.0955
O	0.0004	0.0034	0.005
O	0.0008	-0.0009	0.0018
O	-0.0009	0.0016	0.001
O	-0.0004	0	0.0018
O	0.0009	-0.0011	0.0009
O	-0.0019	-0.0003	0.0014
O	-0.004	-0.0018	0.0032
O	-0.0001	0.0005	0.0019
O	-0.002	0.0006	-0.0003
O	0.0002	-0.0015	0.0023
O	0.0054	-0.0038	0.0033
O	0.0001	-0.0017	-0.0017
O	-0.0005	-0.0003	0.0006
O	-0.0001	0.0001	-0.0007
O	-0.0003	-0.0011	0.0021
O	0.004	-0.0043	0.0019
O	-0.0011	-0.0006	0.0007
O	0.0016	-0.0019	-0.0016
O	0.001	0.0001	0.0015
O	0.0036	0.0026	0.0043
O	-0.0036	0.0018	-0.0006
O	0.0012	0.0011	0.0003
O	0.001	-0.0015	-0.0004
O	-0.0008	-0.0005	0
H	0.0563	-0.017	0.0971

The program warned: the cutoff lies below the one the program advises for these potential files; the exchange-correlation potential is rough where the density is thin.
